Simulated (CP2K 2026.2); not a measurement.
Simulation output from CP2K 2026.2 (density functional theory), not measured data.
Periodic cell of 513 atoms, Si351O162, from a study of silicon, its oxide and their interface. The atomic structure is a simulated model.
Doubt: the forces sum to 1.68 eV/angstrom along one axis rather than to zero, so they err by at least 0.0033 eV/angstrom per atom on average; the grid cutoff is modest.

Settings
functional: PBE
method: Gaussian and plane waves
basis set: DZVP-MOLOPT-SR-GTH
pseudopotentials: GTH-PBE
grid cutoff: 300 Ry, relative cutoff 40 Ry
k points: Gamma only
occupations: fixed
spin: none
net charge: 0

Cell vectors (angstrom)
a 16.407 0 0
b 0 16.407 0
c 0.4497 -0.0354 34.505

Atoms and the computed forces on them: element, x, y, z (angstrom), force x, y, z (eV/angstrom)
Si 0.113 0.008 0.539 0.011 0.003 0.078
Si 2.881 2.581 0.065 -0.082 0.134 0.184
Si 0.169 5.575 0.205 -0.017 -0.069 0.213
Si 2.439 8.509 0.234 0.151 -0.069 0.178
Si 0.2 10.723 0.471 -0.039 0.057 0.214
Si 2.351 14.266 0.039 0.058 -0.114 0.231
Si 5.103 0.333 0.313 0.158 -0.108 0.174
Si 8.907 2.061 0.016 -0.025 0.058 0.219
Si 6.242 5.585 34.393 0.02 -0.116 0.21
Si 8.656 7.938 0.208 -0.102 0.099 0.251
Si 5.518 10.995 0.13 0.104 -0.025 0.207
Si 8.465 13.755 0.077 0.045 -0.042 0.165
Si 11.232 16.35 0.449 -0.015 -0.008 0.084
Si 14.316 2.202 0.286 -0.015 0.028 0.199
Si 11.29 5.546 34.373 0.115 -0.161 0.195
Si 13.446 8.298 0.037 0.167 -0.098 0.262
Si 11.708 10.622 34.308 -0.145 0.109 0.193
Si 13.964 14.154 34.428 -0.004 -0.083 0.212
Si 1.536 1.442 1.665 -0.004 -0.003 -0.051
Si 4.279 4.186 1.193 -0.017 0.018 -0.026
Si 1.456 6.897 1.617 -0.004 0.01 -0.056
Si 4.195 9.571 1.444 -0.01 -0.002 -0.057
Si 1.444 12.461 1.425 -0.017 -0.02 -0.051
Si 4.05 15.069 1.556 -0.019 0.038 -0.066
Si 7.044 1.262 1.336 -0.01 -0.013 -0.058
Si 9.798 3.918 1.254 -0.004 0.008 -0.069
Si 7.03 6.812 1.474 0.025 0.01 -0.064
Si 9.799 9.576 1.396 -0.015 -0.028 -0.058
Si 7.141 12.182 1.385 -0.013 -0.007 -0.037
Si 9.74 14.997 1.606 0.027 -0.01 -0.044
Si 12.615 1.332 1.667 0.021 -0.015 -0.054
Si 15.281 4.024 1.471 0.01 -0.001 -0.057
Si 12.398 6.679 1.359 -0.012 0.036 -0.072
Si 15.044 9.39 1.522 -0.009 0.02 -0.076
Si 12.405 12.366 1.112 0.006 0 -0.043
Si 15.053 14.987 1.596 0.011 0.017 -0.049
Si 0.18 2.788 2.983 0.02 0.013 0.013
Si 2.835 0.02 3.009 0.001 -0.015 0.023
Si 16.442 8.168 2.963 -0.01 -0.015 0.025
Si 2.958 5.479 2.759 0.003 -0.005 -0.003
Si 0.061 13.643 2.904 0.001 -0.017 0.008
Si 2.844 11.018 2.778 0.01 0.012 0.016
Si 5.651 2.767 2.647 0.009 0.004 0.012
Si 8.292 16.359 2.863 -0.021 -0.001 0.011
Si 5.604 8.19 2.786 -0.005 0 0.011
Si 8.401 5.324 2.71 -0.007 -0.012 0.026
Si 5.625 13.616 2.703 0.007 0.019 0.004
Si 8.396 10.839 2.826 -0.007 -0.005 -0.005
Si 11.144 2.75 2.825 0.002 0.011 0.019
Si 13.837 16.344 3.051 -0.009 0.003 0.013
Si 11.102 8.126 2.767 0.008 0.008 0.019
Si 13.814 5.385 2.765 0.007 -0.006 0.003
Si 11.12 13.547 2.792 -0.013 -0.01 0.011
Si 13.71 10.962 2.683 0.009 -0.016 0.02
Si 1.602 4.15 4.232 -0.015 -0.011 -0.002
Si 4.32 1.413 4.169 -0.003 -0.007 0.002
Si 1.473 9.617 4.172 0.001 0.006 0.003
Si 4.262 6.836 4.177 -0.001 0 0
Si 1.427 15.035 4.276 -0.004 0.009 0.006
Si 4.264 12.301 4.158 -0.005 -0.011 -0.003
Si 6.982 4.065 4.128 -0.002 0.002 -0.021
Si 9.715 1.354 4.154 0.005 -0.004 0.005
Si 6.981 9.516 4.175 -0.005 0.001 0.005
Si 9.708 6.76 4.116 -0.006 0.003 -0.012
Si 6.925 14.976 4.176 0.005 0.005 0.003
Si 9.734 12.23 4.188 0.005 -0.004 -0.007
Si 12.461 4.098 4.222 -0.001 -0.007 -0.007
Si 15.216 1.367 4.313 0 -0.006 0.001
Si 12.425 9.554 4.129 -0.008 -0.007 -0.015
Si 15.12 6.745 4.242 0.014 0.008 0.002
Si 12.408 14.94 4.256 0.008 0.004 0
Si 15.1 12.232 4.186 0.003 0.011 -0.007
Si 0.133 16.398 5.676 0.004 0.001 0.001
Si 2.933 2.736 5.574 0.006 0.006 0.002
Si 0.158 5.45 5.592 0.002 -0.001 -0.002
Si 2.863 8.216 5.52 -0.001 -0.003 0.002
Si 0.099 10.921 5.573 -0.003 -0.001 0.002
Si 2.871 13.655 5.55 0.003 0.002 -0.002
Si 5.617 16.396 5.55 0.001 -0.001 0.004
Si 8.341 2.71 5.531 -0.005 0.003 -0.004
Si 5.633 5.45 5.527 0.002 -0.008 -0.003
Si 8.341 8.126 5.52 -0.001 -0.004 0.005
Si 5.614 10.913 5.531 0.002 0.002 -0.002
Si 8.338 13.626 5.527 0.003 -0.009 -0.002
Si 11.043 16.37 5.559 -0.009 -0.003 0.001
Si 13.804 2.725 5.611 0.003 0.007 -0.004
Si 11.075 5.466 5.556 0.002 0.004 0
Si 13.781 8.192 5.547 -0.003 0.002 0
Si 11.07 10.866 5.566 -0.002 -0.001 0.001
Si 13.793 13.608 5.606 -0.002 -0.007 -0.003
Si 1.546 1.371 6.96 -0.002 -0.004 0.001
Si 4.274 4.104 6.936 -0.001 -0.002 -0.001
Si 1.51 6.854 6.926 -0.004 0.001 -0.002
Si 4.239 9.557 6.911 0 0.004 -0.002
Si 1.492 12.294 6.924 0.003 0.002 -0.002
Si 4.229 15.036 6.919 -0.006 0.004 -0.003
Si 6.991 1.341 6.921 0.007 -0.002 -0.002
Si 9.703 4.082 6.914 0.001 0 -0.006
Si 6.98 6.802 6.925 -0.002 -0.004 -0.002
Si 9.69 9.506 6.914 0.002 -0.001 -0.003
Si 6.977 12.268 6.913 0 -0.003 -0.002
Si 9.678 15.007 6.924 -0.001 0.004 -0.001
Si 12.423 1.331 6.938 0.002 -0.003 -0.001
Si 15.196 4.079 6.96 0 -0.004 0.002
Si 12.421 6.835 6.935 -0.002 0.005 -0.004
Si 15.164 9.533 6.936 0.004 -0.002 -0.002
Si 12.423 12.243 6.951 0.002 0 -0.001
Si 15.149 15.004 6.976 -0.002 0.002 0.002
Si 0.151 2.714 8.326 0.002 0.003 0.002
Si 2.882 16.391 8.319 0.001 0.001 0.002
Si 0.135 8.189 8.308 0.001 -0.001 0.001
Si 2.881 5.469 8.287 0.001 0.001 -0.002
Si 0.139 13.654 8.321 -0.001 0.003 0
Si 2.862 10.919 8.289 -0.004 -0.002 -0.002
Si 5.622 2.713 8.295 0.002 0.001 -0.001
Si 8.336 16.382 8.303 0 -0.001 0.002
Si 5.606 8.184 8.285 -0.001 0.001 0
Si 8.343 5.441 8.302 0.001 0 -0.001
Si 5.603 13.651 8.273 0.001 0.001 -0.004
Si 8.336 10.894 8.285 -0.002 0.001 -0.001
Si 11.062 2.712 8.299 0 -0.001 -0.003
Si 13.785 16.381 8.326 -0.001 -0.001 0.001
Si 11.055 8.176 8.316 -0.002 0 0
Si 13.809 5.461 8.293 0.002 0 -0.003
Si 11.056 13.639 8.294 -0.001 -0.002 -0.002
Si 13.802 10.9 8.315 0 0 -0.001
Si 1.514 4.102 9.67 -0.003 -0.002 0
Si 4.247 1.355 9.671 0 -0.001 0
Si 1.495 9.562 9.671 0.002 0.001 0
Si 4.241 6.826 9.667 -0.002 -0.002 -0.002
Si 1.5 15.033 9.687 0 0 0.004
Si 4.231 12.293 9.658 0.001 0.001 -0.003
Si 6.978 4.075 9.672 -0.001 -0.003 -0.002
Si 9.702 1.343 9.675 0.001 0 0.001
Si 6.971 9.546 9.669 0.002 -0.001 -0.002
Si 9.701 6.805 9.687 0.001 0 0.001
Si 6.96 15.015 9.655 -0.001 0 -0.002
Si 9.695 12.269 9.663 0.001 0 -0.002
Si 12.445 4.081 9.665 0.003 0.003 -0.002
Si 15.176 1.34 9.685 0.002 -0.004 0.004
Si 12.428 9.544 9.676 0.002 0.001 -0.001
Si 15.175 6.816 9.668 -0.001 0 0
Si 12.416 15.01 9.679 -0.001 0 0.001
Si 15.168 12.282 9.676 0.002 -0.002 0
Si 16.54 16.392 11.071 -0.001 0 0.004
Si 2.872 2.724 11.037 0.001 0.003 0.001
Si 16.538 5.45 11.041 0.002 0 0.001
Si 2.862 8.189 11.032 0.001 0.001 0
Si 16.528 10.92 11.047 -0.002 0 0.001
Si 2.865 13.658 11.045 -0.001 -0.001 -0.001
Si 5.598 16.378 11.028 0 0 -0.001
Si 8.336 2.709 11.045 0 0 0
Si 5.603 5.445 11.033 0.002 0.003 -0.002
Si 8.335 8.179 11.053 -0.002 0 0
Si 5.603 10.926 11.031 -0.002 0.001 -0.002
Si 8.33 13.653 11.023 0 -0.001 -0.001
Si 11.063 16.384 11.052 -0.001 -0.001 0.002
Si 13.809 2.714 11.05 -0.001 0.001 -0.001
Si 11.083 5.443 11.049 -0.001 -0.003 -0.001
Si 13.804 8.179 11.028 -0.001 -0.001 -0.001
Si 11.074 10.92 11.045 0.001 0 0
Si 13.802 13.657 11.044 0.001 0.003 -0.001
Si 1.503 1.375 12.428 0.002 0 0.002
Si 4.233 4.086 12.408 0 -0.001 -0.001
Si 1.485 6.828 12.403 -0.001 0.001 0.001
Si 4.231 9.557 12.394 0.001 0 -0.002
Si 1.482 12.295 12.409 0.001 -0.001 0
Si 4.225 15.036 12.414 0.002 -0.001 0.001
Si 6.959 1.329 12.394 -0.002 -0.003 0
Si 9.713 4.07 12.41 -0.002 0.001 0
Si 6.966 6.801 12.415 -0.001 -0.001 -0.001
Si 9.718 9.548 12.417 0.003 0 0
Si 6.964 12.309 12.403 0.001 0.001 -0.002
Si 9.689 15.014 12.41 -0.001 0.001 0.001
Si 12.439 1.34 12.421 0.003 0 0
Si 15.185 4.076 12.424 0.001 0 0.002
Si 12.465 6.814 12.411 0.001 0 0
Si 15.147 9.55 12.403 -0.003 0 0
Si 12.441 12.293 12.416 0 0.001 0.001
Si 15.161 15.022 12.433 -0.001 -0.003 0.002
Si 16.546 2.728 13.828 0.002 -0.001 0.004
Si 2.866 0.004 13.793 -0.002 0.003 0.002
Si 16.515 8.195 13.767 -0.005 0.001 0
Si 2.837 5.444 13.764 0.002 0.004 0.001
Si 16.522 13.649 13.801 -0.001 0.001 0.005
Si 2.858 10.926 13.754 0 0 0.002
Si 5.593 2.691 13.756 0.001 0.002 -0.004
Si 8.314 16.379 13.775 -0.001 -0.002 0.002
Si 5.575 8.166 13.762 0.004 0.001 0
Si 8.354 5.439 13.78 0 0.002 0.002
Si 5.594 13.68 13.784 -0.002 -0.001 0.002
Si 8.35 10.946 13.753 -0.001 0.003 -0.003
Si 11.064 2.699 13.789 -0.002 -0.001 0.002
Si 13.805 -0.009 13.816 0 0.001 0.006
Si 11.114 8.186 13.784 0.002 -0.004 0.001
Si 13.828 5.448 13.79 -0.001 -0.001 0
Si 11.077 13.666 13.779 -0.001 0 0.001
Si 13.798 10.919 13.789 -0.001 -0.001 0.002
Si 1.503 4.113 15.206 0.002 0.002 0.007
Si 4.223 1.378 15.179 0.001 0.004 0.003
Si 1.473 9.574 15.112 -0.001 -0.002 -0.001
Si 4.179 6.802 15.134 0 -0.002 -0.003
Si 1.468 15.058 15.142 0.003 -0.001 -0.002
Si 4.194 12.319 15.12 0.001 -0.002 -0.004
Si 6.991 4.02 15.106 -0.002 -0.005 0
Si 9.684 1.317 15.147 -0.004 -0.004 -0.002
Si 6.963 9.565 15.063 0.002 0.001 -0.006
Si 9.76 6.802 15.133 0.001 0.003 -0.002
Si 6.945 15.052 15.18 0.001 -0.003 0.003
Si 9.72 12.301 15.149 0.002 0.005 0.004
Si 12.445 4.075 15.133 0.001 -0.003 -0.001
Si 15.176 1.357 15.203 0.004 0.001 0.002
Si 12.445 9.572 15.192 0.003 -0.002 0.006
Si 15.194 6.818 15.171 -0.003 0.004 0.005
Si 12.431 15.023 15.177 0.001 0.003 0.001
Si 15.17 12.254 15.179 -0.001 -0.003 0
Si 16.522 16.371 16.583 0.003 0.005 0.003
Si 2.847 2.723 16.582 0.002 0.005 0.004
Si 16.562 5.495 16.604 -0.001 -0.002 0
Si 2.755 8.164 16.486 0.006 0.008 -0.002
Si 16.601 10.939 16.559 -0.003 -0.009 0.002
Si 2.839 13.716 16.497 -0.006 0 -0.004
Si 5.596 0.044 16.574 -0.006 0.005 -0.006
Si 8.342 2.676 16.539 0.002 0.006 -0.001
Si 5.567 5.36 16.398 0.004 -0.006 0
Si 8.383 8.239 16.396 -0.004 -0.003 -0.001
Si 5.559 10.899 16.409 0.015 0.01 0.005
Si 8.345 13.671 16.5 -0.003 -0.003 0.007
Si 11.044 16.389 16.542 -0.006 -0.007 0.002
Si 13.799 2.755 16.542 -0.006 -0.008 -0.001
Si 11.109 5.417 16.533 0.013 0.009 0.004
Si 13.859 8.211 16.532 -0.006 -0.004 0.007
Si 11.053 10.94 16.573 -0.005 0.001 -0.005
Si 13.779 13.61 16.527 0.006 0.007 -0.001
Si 1.444 1.371 17.969 0.005 0.009 -0.017
Si 4.288 4.058 17.927 0.014 0.004 -0.019
Si 1.498 6.857 18.054 0.005 0 -0.001
Si 4.14 9.552 17.731 -0.007 -0.01 -0.008
Si 1.509 12.404 17.928 0.007 0.004 -0.017
Si 4.162 15.104 17.88 0.005 0.002 -0.009
Si 6.99 1.365 18.001 0.002 -0.003 -0.004
Si 9.754 4.002 17.893 -0.013 -0.019 -0.018
Si 7.005 6.771 17.556 -0.001 0.013 0.001
Si 9.615 9.597 17.909 0.007 -0.005 -0.002
Si 6.911 12.276 17.748 0.003 -0.014 -0.011
Si 9.704 15.002 17.937 0.001 0.002 -0.015
Si 12.421 1.376 17.879 0.002 0.005 -0.016
Si 15.137 4.157 17.931 0.007 -0.01 -0.002
Si 12.461 6.853 17.864 -0.006 0.014 -0.014
Si 15.328 9.483 17.926 -0.008 0.002 -0.007
Si 12.459 12.265 17.969 0 0.005 -0.012
Si 15.142 14.934 17.91 0.001 -0.011 -0.01
Si 16.368 2.73 19.321 0.02 -0.022 0.029
Si 2.827 0 19.373 -0.012 0.003 0.048
Si 16.614 8.221 19.585 -0.008 0.025 0.042
Si 2.942 5.447 19.305 0.01 -0.017 0.047
Si 16.51 13.691 19.42 0.001 0.005 0.043
Si 2.969 11.032 19.168 -0.03 0.015 0.043
Si 5.645 2.73 19.418 -0.008 0.018 0.056
Si 8.385 -0.001 19.363 0.011 -0.029 0.054
Si 5.524 8.003 18.812 0.003 0.02 0.075
Si 8.285 5.474 18.993 0.005 -0.002 0.075
Si 5.625 13.723 19.061 0.006 -0.014 0.079
Si 8.127 10.937 19.253 -0.005 -0.01 0.043
Si 11.168 2.716 19.377 -0.004 0.018 0.043
Si 13.691 16.287 19.163 -0.002 0.006 0.056
Si 11.028 8.204 19.19 0.012 -0.016 0.052
Si 13.909 5.629 19.326 -0.033 0.01 0.056
Si 11.038 13.6 19.353 -0.008 0.009 0.061
Si 13.969 10.88 19.197 0.003 -0.019 0.059
Si 1.686 3.834 20.471 -0.089 0.079 -0.178
Si 3.996 1.577 20.728 0.13 -0.11 -0.18
Si 1.467 9.985 20.638 0.021 -0.059 -0.232
Si 4.641 6.609 20.507 -0.098 -0.009 -0.228
Si 1.094 15.457 20.708 0.087 -0.123 -0.234
Si 4.293 12.497 20.543 0.07 -0.053 -0.196
Si 6.898 4.421 20.536 -0.025 -0.078 -0.224
Si 10.022 1.094 20.697 -0.02 0.082 -0.235
Si 6.498 9.483 20.237 0.108 0.076 -0.183
Si 9.776 6.588 20.378 -0.051 0.163 -0.145
Si 7.15 14.759 20.519 -0.038 0.113 -0.226
Si 9.336 12.489 20.583 0.06 -0.096 -0.214
Si 12.26 4.542 20.531 0.113 -0.171 -0.17
Si 15.08 1.102 20.553 0 0.079 -0.168
Si 12.72 9.322 20.379 -0.027 -0.015 -0.181
Si 14.907 7.123 20.995 0.104 -0.058 -0.245
Si 12.209 15.203 20.677 -0.004 -0.093 -0.239
Si 15.419 12.003 20.724 -0.031 0.061 -0.244
Si 12.708 0.418 25.808 0.026 0.032 0
Si 4.345 2.237 23.662 -0.041 -0.126 0.021
Si 15.343 6.183 24.148 0.015 -0.037 -0.109
Si 2.683 9.365 25.894 -0.028 0.037 0.068
Si 2.31 12.071 24.906 0.004 -0.035 0.013
Si 2.633 13.937 22.629 0.055 0.001 0.018
Si 8.431 8.25 22.339 0.012 -0.114 0.085
Si 4.107 9.207 22.042 -0.04 -0.001 -0.018
Si 5.554 13.915 22.813 -0.029 -0.072 -0.036
Si 12.19 2.597 27.621 -0.055 0.06 -0.019
Si 13.762 1.617 23.411 0.028 0.009 -0.077
Si 11.965 4.153 23.419 0.019 0.071 -0.003
Si 2.097 4.202 23.365 -0.091 -0.048 -0.001
Si 11.828 11.512 24.596 0.081 -0.058 0.03
Si 10.652 10.457 22.344 -0.034 0.008 0.078
Si 5.246 14.525 27.206 0.007 -0.074 -0.057
Si 7.131 8.006 27.932 -0.096 0.054 -0.011
Si 1.804 6.596 25.167 -0.023 -0.036 0.049
Si 4.869 10.629 24.771 0.03 0.021 0.003
Si 1.103 14.238 29.622 -0.042 -0.069 0.058
Si 3.304 5.068 27.367 0.073 0.011 0.022
Si 7.131 2.865 25.104 -0.041 0.058 -0.029
Si 9.643 12.427 26.778 0.004 -0.055 0.017
Si 7.677 7.753 25.298 -0.023 0.021 -0.042
Si 6.753 12.696 25.394 0.069 -0.039 0.04
Si 9.021 3.225 22.706 -0.039 -0.039 -0.072
Si 11.916 14.347 27.398 0.028 -0.02 0.004
Si 16.067 3.128 24.792 -0.043 0.044 0.03
Si 10.503 7.674 26.81 0.013 0.036 0.011
Si 0.452 12.588 27.207 0.048 0.038 0.003
Si 13.491 13.368 22.939 0.016 0.015 -0.046
Si 14.846 1.968 27.2 0.106 0.036 -0.009
Si 2.607 5.667 30.48 -0.045 0.053 -0.046
Si 5.975 16.052 29.317 -0.018 0.012 0.054
Si 0.477 8.092 30.68 0.068 0.008 0.031
Si 1.439 9.954 28.6 0.072 0.053 -0.009
Si 14.044 12.749 25.766 -0.025 0.03 -0.019
Si 6.352 0.829 26.859 0.07 -0.029 -0.05
Si 3.132 16.078 28.423 0.025 -0.073 0.004
Si 7.817 9.632 32.482 0.005 -0.032 0.051
Si 6.393 5.545 26.503 -0.038 -0.015 0.011
Si 13.862 1.483 29.815 -0.014 -0.068 -0.016
Si 12.725 6.226 25.729 0.052 -0.084 0.037
Si 14.815 3.406 32.151 0.055 -0.002 -0.059
Si 12.872 15.022 30.344 -0.014 0.032 -0.034
Si 1.53 3.681 32.482 0.072 0.006 0.009
Si 3.568 1.998 26.571 0.027 0.011 -0.029
Si 16.644 10.924 32.104 -0.085 -0.015 -0.063
Si 6.273 7.898 30.602 -0.033 -0.055 0.017
Si 4.69 12.941 32.562 -0.007 0.041 -0.019
Si 10.274 14.027 31.569 -0.031 0.004 0.071
Si 4.234 7.091 32.473 -0.045 -0.014 0.012
Si 7.811 5.303 31.626 -0.019 0.049 -0.008
Si 6.782 14.993 32.991 -0.029 -0.042 -0.046
Si 9.681 9.827 28.596 -0.009 0.055 0.017
Si 8.355 16.214 31.104 0.11 0.098 -0.011
Si 10.203 11.058 31.453 0.025 -0.054 0.002
Si 10.815 5.004 31.335 0.006 0.038 0.005
Si 11.559 5.374 28.324 0.045 0.004 0.07
Si 2.724 11.802 30.659 -0.004 -0.059 -0.012
Si 15.069 6.514 32.434 0.011 0.006 0.047
Si 8.993 2.728 31.463 -0.024 -0.034 -0.021
Si 15.193 13.443 31.456 -0.002 -0.021 0.049
O 1.612 15.358 34.2 0.218 0.179 0.203
O 15.879 1.016 34.286 -0.103 0.068 0.071
O 2.627 2.593 33.037 -0.093 0.1 0.091
O 4.622 1.565 34.396 0.175 0.058 0.059
O 1.665 4.787 33.685 0.122 0.067 0.007
O 16.14 6.469 33.675 -0.13 0.072 -0.051
O 1.861 9.71 34.44 0.028 0.04 -0.323
O 3.016 7.844 33.215 -0.137 -0.097 -0.134
O 1.718 11.57 31.912 -0.094 -0.225 0.194
O 16.202 11.154 33.643 -0.045 0.503 -0.064
O 6.061 13.767 32.149 0.093 -0.131 -0.247
O 3.443 13.891 33.047 -0.046 0.331 0.125
O 5.612 16.035 33.314 -0.002 -0.161 -0.091
O 3.656 14.809 27.496 -0.271 0.13 0.07
O 7.812 3.777 30.982 -0.227 0.04 -0.322
O 7.284 5.121 33.18 -0.031 0.01 -0.037
O 6.86 6.378 30.847 0.085 -0.268 0.122
O 5.234 6.662 33.671 0.023 0.138 -0.122
O 8.646 8.471 33.242 -0.101 -0.347 0.056
O 8.722 10.936 32.135 -0.159 -0.022 -0.213
O 4.973 12.039 33.89 0.008 0.028 0.197
O 6.573 10.052 33.411 -0.117 0.002 0.047
O 9.739 13.716 33.109 -0.016 0.111 -0.107
O 9.275 14.955 30.631 -0.043 -0.052 -0.079
O 8.792 2.516 33.063 0.155 0.103 0.033
O 10.597 0.94 34.163 -0.04 0.069 -0.182
O 14.042 2.767 33.437 -0.378 0.282 0.055
O 11.67 5.452 29.982 0.376 -0.143 0.131
O 11.625 5.199 32.762 0.26 -0.231 0.01
O 10.167 6.732 34.289 0.071 -0.07 0.165
O 12.922 9.533 34.206 0.295 0.094 0.177
O 13.995 7.585 33.019 -0.023 0.118 -0.195
O 11.71 14.807 31.485 0.038 0.227 0.186
O 11.249 10.796 32.702 0.247 0.23 -0.178
O 14.768 13.832 33.001 -0.07 -0.096 -0.135
O 12.767 15.303 34.137 -0.185 -0.274 -0.274
O 1.279 4.41 21.968 -0.03 0.345 -0.045
O 2.713 2.599 20.803 0.183 0.236 -0.053
O 5.846 2.661 24.122 0.027 0.018 0.034
O 4.4 1.275 22.328 -0.041 -0.455 0.121
O 2.523 9.623 21.891 0.042 0.05 0.083
O 16.659 10.986 21.209 0.159 0.162 -0.168
O 4.217 7.596 21.775 -0.188 0.067 -0.003
O 5.774 5.532 21.078 -0.29 0.075 0.218
O 1.63 15.152 22.25 0.131 0.015 0.102
O 16.305 0.131 21.075 0.163 0.283 0.216
O 1.828 10.508 25.066 -0.115 -0.063 -0.085
O 2.932 13.235 21.173 -0.247 -0.078 0.018
O 6.783 6.387 25.136 0.092 -0.124 -0.249
O 7.909 3.958 21.76 0.211 0.253 0.047
O 11.112 16.345 21.196 0.13 0.091 -0.07
O 9.351 1.757 22.056 -0.163 -0.071 0.074
O 7.16 8.561 21.409 -0.052 -0.186 -0.029
O 5.069 10.034 20.961 -0.036 0.061 0.035
O 10.929 5.48 20.631 -0.03 -0.186 -0.307
O 9.082 6.831 21.881 0.021 -0.109 -0.01
O 5.302 12.542 21.915 0.04 0.023 0.303
O 4.058 14.449 23.268 -0.127 0.331 0.42
O 9.871 11.849 22.007 -0.093 -0.082 0.295
O 8.285 13.669 21.033 0.079 -0.123 -0.073
O 12.818 4.624 22.098 0.151 0.041 0.071
O 13.687 3.136 27.197 -0.067 0.303 0.177
O 13.068 0.353 24.205 0.022 -0.222 -0.024
O 14.038 1.444 21.812 -0.023 -0.044 0.07
O 11.982 10.331 21.438 -0.051 0.31 0.154
O 12.123 12.559 23.356 0.011 0.004 0.162
O 15.273 6.581 22.542 -0.094 -0.16 0.048
O 1.214 3.231 24.339 0.262 0.158 0.2
O 10.421 13.678 27.492 -0.175 -0.006 0.199
O 13.024 14.626 22.005 0.19 0.149 0.195
O 14.588 12.505 22.07 0.046 -0.145 -0.07
O 0.572 11.201 28.044 -0.241 -0.07 0.311
O 12.65 2.737 23.772 -0.21 -0.218 0.124
O 15.234 1.979 24.008 0.203 -0.12 -0.048
O 3.076 3.498 26.969 -0.083 0.013 -0.286
O 3.829 5.806 31.56 0.097 -0.121 -0.145
O 16.632 6.848 24.891 -0.022 0.03 0.277
O 15.376 4.562 24.409 -0.234 -0.118 0.14
O 4.252 9.802 26.035 0.105 0.141 0.302
O 2.583 8 25.051 0.284 -0.012 -0.501
O 1.769 12.818 26.256 0.324 0.217 0.114
O 1.807 12.923 23.615 -0.212 -0.021 -0.212
O 3.536 1.635 24.964 -0.23 -0.253 -0.059
O 6.559 13.62 24.063 0.118 0.252 -0.049
O 9.593 9.306 21.992 0.039 -0.064 -0.346
O 7.874 8.404 23.845 -0.042 0.055 0.088
O 4.69 9.645 23.489 -0.16 -0.248 -0.075
O 6.399 11.143 24.988 0.081 -0.113 0.048
O 7.462 1.465 25.883 -0.043 -0.283 -0.062
O 3.931 11.978 24.672 0.112 0.196 -0.21
O 14.183 0.623 26.519 0.193 -0.226 0.273
O 12.226 14.987 28.855 -0.089 0.449 -0.064
O 12.452 1.767 29.017 -0.186 0.047 0.135
O 16.08 2.64 26.369 0.282 -0.175 0.003
O 12.067 5.085 24.748 0.144 -0.177 -0.205
O 10.422 4.017 22.93 -0.05 -0.154 -0.286
O 13.696 8.247 21.198 -0.238 0.26 -0.089
O 14.085 6.735 25.017 0.057 -0.168 0.01
O 11.148 10.223 23.879 0.058 -0.218 -0.094
O 10.682 11.976 25.627 0.034 0.097 -0.177
O 15.133 1.521 28.751 0.304 -0.057 0.059
O 13.277 11.343 25.34 -0.006 0.014 -0.285
O 4.794 5.531 26.857 0.185 0.082 -0.301
O 3.584 3.594 23.2 0.074 0.52 -0.146
O 4.92 8.148 31.452 -0.107 0.272 -0.135
O 5.939 8.171 29.029 -0.084 0.079 0.282
O 2.125 5.917 26.617 -0.163 -0.058 0.183
O 1.78 7.085 30.592 -0.171 -0.043 -0.327
O 2.143 9.144 27.395 0.146 -0.038 0.068
O 8.237 12.842 26.045 0.069 -0.004 0.15
O 2.288 13.145 29.857 0.142 0.057 -0.093
O 16.699 13.819 28.26 -0.41 0.16 0.19
O 6.263 15.081 21.89 0.037 0.183 -0.006
O 4.405 0.114 29.393 -0.027 0.255 0.308
O 8.427 3.146 24.202 0.11 0.169 0.169
O 6.882 8.65 26.438 0.217 -0.101 0.087
O 9.322 11.259 27.882 -0.367 0.2 0.206
O 9.171 7.579 25.902 0.09 -0.186 -0.293
O 5.627 13.136 26.502 -0.144 -0.176 0.115
O 7.376 14.325 34.358 -0.132 0.089 0.053
O 5.822 15.785 26.306 -0.019 -0.005 -0.228
O 8.93 1.271 30.725 0.15 0.001 -0.067
O 11.93 15.468 26.22 -0.205 0.016 -0.034
O 6.917 4.034 26.226 -0.013 -0.051 0.277
O 16.416 3.108 32.345 0.028 -0.152 -0.006
O 3.134 5.357 28.969 -0.188 -0.074 -0.14
O 10.402 6.431 27.881 -0.36 0.179 0.295
O 11.74 7.518 25.773 -0.127 0.425 0.068
O 14.143 13.71 24.419 0.255 0.268 0.072
O 2.371 5.664 23.983 0.216 0.017 -0.14
O 11.72 1.62 26.392 0.005 -0.005 -0.337
O 15.541 12.472 26.277 0.204 -0.198 -0.326
O 13.661 0.04 30.558 0.064 0.044 0.259
O 13.142 13.344 26.992 0.009 0.048 0.257
O 1.8 4.348 31.013 -0.316 -0.107 -0.001
O 14.18 2.685 30.854 -0.306 0.373 0.103
O 6.898 0.621 28.375 0.278 -0.056 -0.012
O 6.773 16.062 30.702 -0.073 0.104 0.021
O 16.764 9.326 31.765 -0.088 0.003 0.093
O 15.649 7.094 31.024 -0.208 -0.242 0.058
O 4.222 12.041 31.27 0.151 -0.142 -0.16
O 16.493 14.304 30.905 0.119 0.132 0.029
O 1.848 15.666 29.335 -0.159 -0.129 -0.058
O 2.583 10.512 29.649 0.08 0.058 -0.205
O 5.996 14.553 28.666 0.358 -0.069 -0.042
O 5.133 1.898 26.999 0.028 0.107 0.256
O 8.129 15.915 32.681 0.103 0.053 0.138
O 2.713 0.908 27.439 -0.067 -0.115 -0.285
O 10.425 12.563 30.871 0.131 -0.234 -0.371
O 10.257 10.074 30.123 -0.151 0.04 -0.15
O 9.376 5.804 31.486 -0.051 0.163 0.011
O 7.206 6.357 27.694 -0.106 -0.155 0.244
O 11.172 3.83 27.906 -0.025 -0.203 -0.121
O 10.446 3.41 31.152 -0.064 0.15 -0.097
O 0.409 8.874 29.257 -0.242 0.132 -0.165
O 10.764 9.069 27.629 0.04 0.19 -0.363
O 12.84 5.759 27.328 0.137 -0.005 -0.065
O 14.537 5.014 32.097 -0.014 -0.143 0.079
O 15.553 11.84 31.275 -0.158 -0.201 -0.383
O 13.931 13.792 30.49 -0.077 -0.033 -0.131
O 7.331 9.022 31.074 0.133 -0.123 -0.308
O 8.425 8.766 28.584 -0.051 -0.12 -0.037

Results
total energy: -108571.771 eV
total energy less fixed offsets of O -438.25, Si -107.07 eV per atom: 6.299 eV
